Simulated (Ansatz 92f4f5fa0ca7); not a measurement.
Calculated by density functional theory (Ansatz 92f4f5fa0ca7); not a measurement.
Periodic cell of 212 atoms, Si132O80, from a study of silicon, its oxide and their interface. The atomic structure is a simulated model.
Doubt: the cutoff is far below the 930 eV that the study's wrapper takes by default for these files, so forces and energies are approximate.
This geometry differs little from another in the collection (a relaxation step or a small displacement).

Settings: functional PBE; potential files Ansatz PAW; basis plane waves; wave-function cutoff 580 eV; density cutoff ratio 5; exchange-correlation grid ratio 1; k mesh 1 x 1 x 1, Gamma-centred; self-consistency stop 5e-08 eV per atom in the density residual; occupations fixed; spin none; net charge 0.

Cell vectors (angstrom)
a  10.938  0  0
b  0  10.938  0
c  0  0  31.7425

Atoms and the computed forces on them: element, x, y, z (angstrom), force x, y, z (eV/angstrom)
Si  -0.3905  0.3586  24.3496  0.0018  0.0003  0.0024
Si  6.1791  -0.5578  24.3294  -0.0028  0.0062  -0.0008
Si  2.1347  3.316  24.4042  0.0026  -0.0051  0.0023
Si  8.6205  2.0939  24.3127  -0.0012  0.0004  0.0024
Si  0.483  5.0919  24.2524  -0.0024  0.0034  0.0009
Si  4.7485  6.1151  24.3193  0.0114  -0.0036  0.002
Si  3.0412  7.9306  24.4698  -0.007  0.0028  0.0021
Si  7.7658  8.5391  24.3106  0.0021  -0.0079  0.004
Si  1.2813  1.4592  25.622  -0.0004  0.0022  -0.0023
Si  6.9291  1.2441  25.711  0.0016  -0.0012  -0.0027
Si  4.032  4.1788  25.5341  -0.0039  0.0013  -0.0033
Si  9.559  4.0597  25.3935  0.0015  -0.0015  -0.0008
Si  1.3706  6.7947  25.6588  -0.0003  0.0011  -0.0018
Si  6.7036  6.8442  25.537  -0.0018  0.0017  -0.0033
Si  4.2122  9.6372  25.5528  0.0035  -0.0012  -0.0012
Si  9.525  9.5442  25.5699  -0.0003  0.0017  -0.0028
Si  2.7383  0.0412  26.8953  -0.0022  -0.0003  0.0018
Si  8.2591  -0.0747  27.0618  0.0002  -0.001  0.002
Si  -0.0726  2.7967  26.9803  -0.0006  0.0001  0.0003
Si  5.4625  2.7441  26.8868  0.0009  0.0003  0.0015
Si  2.7381  5.4607  27.0283  0.0001  0.0001  0.0026
Si  8.1746  5.4492  26.8362  -0.0005  0.001  0.0006
Si  -0.0164  8.2016  26.9316  0.0007  -0.0004  0.0007
Si  5.4616  8.2297  26.9953  0.0014  0.0008  0.002
Si  4.1018  1.3673  28.3242  -0.0249  0.1818  -0.3878
Si  9.5708  1.3673  28.3242  0.0689  0.1399  0.4766
Si  1.3673  4.1018  28.3242  -0.2459  -0.0096  0.3847
Si  6.8362  4.1018  28.3242  0.0441  -0.0368  -0.5739
Si  4.1018  6.8362  28.3242  0.026  0.1705  0.3841
Si  9.5708  6.8362  28.3242  -0.2837  -0.2088  -0.5463
Si  1.3673  9.5708  28.3242  0.1371  0.0926  -0.4762
Si  6.8362  9.5708  28.3242  -0.0109  -0.2918  0.708
Si  0  0  29.6915  0.0725  0.181  0.0149
Si  5.469  0  29.6915  0.1037  -0.0455  -0.0108
Si  2.7345  2.7345  29.6915  -0.0954  -0.0157  0.0063
Si  8.2035  2.7345  29.6915  -0.007  -0.1415  0.0113
Si  0  5.469  29.6915  0.0648  -0.0791  0.0102
Si  5.469  5.469  29.6915  -0.0037  0.1034  -0.0027
Si  2.7345  8.2035  29.6915  0.0574  -0.0506  0.0211
Si  8.2035  8.2035  29.6915  -0.1832  -0.0379  0.0497
Si  1.3673  1.3673  31.0587  0.0635  -0.0873  0.0257
Si  6.8362  1.3673  31.0587  -0.0452  0.069  -0.0214
Si  4.1018  4.1018  31.0587  0.0102  -0.0098  -0.0079
Si  9.5708  4.1018  31.0587  -0.0525  0.0549  -0.0363
Si  1.3673  6.8362  31.0587  -0.0761  0.0514  -0.0186
Si  6.8362  6.8362  31.0587  0.0975  -0.0373  0.0305
Si  4.1018  9.5708  31.0587  -0.0511  0.0749  -0.028
Si  9.5708  9.5708  31.0587  0.0283  -0.0612  -0.0182
Si  2.7345  0  0.6835  0.0307  -0.0437  0.0211
Si  8.2035  0  0.6835  -0.0407  0.0388  -0.0128
Si  0  2.7345  0.6835  -0.0265  0.0339  -0.0034
Si  5.469  2.7345  0.6835  0.0385  -0.0626  0.0351
Si  2.7345  5.469  0.6835  -0.0364  0.0539  -0.0047
Si  8.2035  5.469  0.6835  0.0436  -0.0791  0.0201
Si  0  8.2035  0.6835  0.0533  -0.018  0.0426
Si  5.469  8.2035  0.6835  -0.0277  0.0076  -0.0023
Si  4.1018  1.3673  2.0507  -0.0295  0.0403  -0.0477
Si  9.5708  1.3673  2.0507  -0.0247  -0.1059  0.0439
Si  1.3673  4.1018  2.0507  0.038  -0.0325  0.0341
Si  6.8362  4.1018  2.0507  -0.0194  0.0691  -0.0546
Si  4.1018  6.8362  2.0507  0.0269  -0.0514  0.0323
Si  9.5708  6.8362  2.0507  -0.0999  0.0126  -0.0781
Si  1.3673  9.5708  2.0507  0.0232  0.1466  -0.07
Si  6.8362  9.5708  2.0507  0.1013  -0.0169  0.0354
Si  0  0  3.418  0.3612  -0.1388  -0.5436
Si  5.469  0  3.418  -0.2256  0.1825  0.5737
Si  2.7345  2.7345  3.418  0.21  -0.0385  -0.2514
Si  8.2035  2.7345  3.418  -0.3296  -0.0788  0.3906
Si  0  5.469  3.418  0.0287  0.209  0.4223
Si  5.469  5.469  3.418  0  -0.2472  -0.4735
Si  2.7345  8.2035  3.418  0.0711  0.2749  0.5774
Si  8.2035  8.2035  3.418  0.0893  -0.2153  -0.6212
Si  1.395  1.344  4.7427  0.0035  0.0013  -0.0102
Si  6.7909  1.3868  4.8688  -0.0036  -0.001  -0.0009
Si  4.1478  4.072  4.7678  -0.0147  0.0126  -0.0149
Si  9.5518  4.1025  4.7997  -0.0037  0.0084  -0.0088
Si  1.3887  6.8563  4.8482  -0.0013  -0.0065  -0.0037
Si  6.8149  6.8435  4.7137  0.0121  0.0057  -0.0101
Si  4.0881  9.6099  4.8984  0.0032  0.0063  0.0004
Si  9.644  9.4983  4.6914  -0.0001  0.0018  -0.0104
Si  2.6673  0.0789  6.3175  0.0013  0.0056  0.0081
Si  8.2727  -0.0908  5.9769  0  -0.0079  0.0061
Si  0.0389  2.7254  6.0661  -0.0053  -0.0091  0.0159
Si  5.3825  2.7577  6.3551  -0.0022  0.0064  -0.0402
Si  2.8309  5.4783  6.1269  0.0056  0.0021  0.0045
Si  8.1384  5.4912  6.109  -0.0262  -0.0176  0.0036
Si  0.0116  8.23  6.2388  0.0011  0.0046  0.0018
Si  5.5448  8.1869  6.1687  -0.006  -0.0122  0.0041
Si  3.4379  1.9845  7.5796  -0.0106  -0.0089  -0.0348
Si  10.0186  0.8835  7.1617  -0.0099  -0.0013  -0.0089
Si  1.7445  3.7813  7.3069  0.0226  0.0169  -0.009
Si  6.3269  4.6657  7.3941  0.1681  -0.1591  0.1072
Si  4.6268  6.3983  7.4043  0.0025  -0.016  -0.0156
Si  9.2566  7.071  7.4166  -0.0084  -0.0196  0.0129
Si  0.7694  10.1337  7.4987  0.0015  0.0036  -0.0019
Si  7.4879  9.0333  7.2556  0.0133  0.0104  -0.0255
O  0.7952  9.9619  9.1801  0.0034  -0.0002  0.006
O  1.1764  4.5751  8.658  0.0052  0.0006  -0.0073
O  5.2725  -1.4242  10.6037  -0.0085  0.0109  0.0059
O  7.0335  9.8582  8.6267  -0.0105  0.0163  0.0178
O  3.5667  1.6523  9.2137  0.022  0.0037  0.0217
O  4.5503  6.688  9.1115  -0.0054  0.0043  0.0219
O  6.5017  5.0092  9.2064  -0.0737  0.0057  0.0845
O  9.858  6.1472  8.7075  0.0084  0.0117  -0.0049
O  2.4365  2.9247  22.8022  -0.0004  0.0013  -0.0011
O  6.2988  10.8617  22.7005  0.0007  -0.0017  -0.0009
O  7.6779  2.2803  22.9199  0.0004  0.0001  -0.0022
O  0.3522  5.6087  22.6737  0.0004  -0.001  -0.0027
O  2.3172  8.6303  23.1137  0.0007  -0.0018  -0.0021
O  8.1707  8.0412  22.7722  0.0005  0.0001  -0.0029
O  4.8818  5.804  22.7065  -0.0007  -0.0006  -0.003
O  11.3089  10.5846  23.0184  0.0001  -0.0014  -0.0028
Si  0.3252  3.667  14.9253  -0.0015  0.0012  0.0031
Si  6.8722  11.2  14.0582  0.0033  0.0031  0.0071
Si  3.9601  2.0909  10.7366  -0.0443  0.0018  0.0213
Si  3.3888  1.7125  22.2861  0.0012  -0.0013  0.0014
Si  1.8777  10.1035  22.5661  0.0011  0.0016  0.0011
Si  4.8027  10.2219  12.0012  0.0001  -0.0243  0.0071
Si  13.3476  11.2017  19.8686  0.0008  -0.0004  0.0061
Si  6.3679  13.4578  17.0177  0.0015  0  0.005
Si  9.6816  3.4267  19.6914  0.0007  -0.0009  0.0045
Si  2.728  17.5672  19.4005  0.0013  -0.0001  0.0053
Si  -1.4739  13.3044  16.9202  0.0012  -0.0014  0.0029
Si  1.583  8.6215  15.6239  -0.0009  -0.0023  0.007
Si  1.0688  6.2779  12.1662  -0.0068  0.0021  -0.0151
Si  10.4154  11.586  19.0645  0.0008  0.0001  0.0031
Si  9.5345  6.0719  13.9818  -0.0021  0.0005  -0.002
Si  5.4297  14.1219  14.3478  0.0054  0.0032  0.0063
Si  11.0052  5.8671  21.0826  0.0005  -0.0008  0.0029
Si  6.394  12.4365  22.2432  -0.0003  0.0009  0.0019
Si  -1.0239  2.022  10.0126  -0.0281  0.0649  -0.0469
Si  5.3463  5.742  21.1599  0.0005  -0.0004  0.003
Si  5.8937  6.4006  10.0049  0.0281  -0.0437  -0.015
Si  6.9953  16.047  12.4345  -0.0042  0.0254  0.0101
Si  2.547  14.5666  12.9387  -0.0076  0.0012  0.0118
Si  11.5331  10.7188  10.6326  -0.0124  0.0088  -0.02
Si  8.8177  10.9654  11.8329  0.0139  -0.0017  0.0013
Si  13.1281  9.0545  12.5736  -0.0029  -0.0017  -0.0026
Si  6.6955  3.2577  20.0062  0.0003  -0.0016  0.005
Si  8.5646  9.2509  18.8403  0.0002  -0.0005  0.0053
Si  8.1313  7.4225  21.26  -0.0002  0.0025  0.0021
Si  6.724  3.4469  10.0639  0.2239  0.1624  -0.2258
Si  6.7871  -1.6987  10.0934  0.0059  -0.0241  -0.0122
Si  6.2944  10.4659  17.0283  0.0006  -0.0005  0.006
Si  -0.1628  5.0161  9.4792  -0.0336  -0.0366  -0.0023
Si  -0.9499  7.5501  16.624  -0.0002  0.0001  0.0042
Si  1.4614  5.8645  16.8024  -0.0001  0.0006  0.0038
Si  3.5664  9.3565  17.8127  0.0003  0.0004  0.0049
O  8.3803  11.1881  13.3981  -0.0019  -0.0014  0.0006
O  7.8048  -1.0282  11.1323  -0.0061  0.0059  -0.0014
O  10.2491  10.2394  11.5404  -0.004  0.0015  0.0042
O  2.405  5.6251  18.1236  -0.0001  -0.0007  -0.0028
O  9.5889  6.7055  20.9673  0.0008  0  -0.0011
O  4.9247  2.112  22.6789  0.0001  -0.0003  -0.0005
O  9.7313  3.5326  18.0499  0.0004  0  -0.0038
O  -4.014  10.4627  15.5145  0.0003  0.001  -0.005
O  3.0658  8.0748  18.6987  0.0009  0  -0.0023
O  0.4676  12.3481  10.4244  0.0043  -0.0111  0.0107
O  6.789  17.4416  21.0486  0.0007  -0.0001  -0.002
O  6.169  1.7478  14.0489  -0.0021  -0.0021  0.0011
O  1.3836  6.6039  20.3833  0.0008  0.0006  -0.0023
O  3.491  10.6415  18.8084  0.0015  -0.0012  -0.0027
O  9.1846  17.8957  15.3169  0.0002  -0.0009  -0.002
O  6.985  -3.3297  9.9143  -0.0111  0.0109  0.0047
O  14.0615  12.4331  20.6859  -0.0001  -0.0002  -0.0027
O  13.6966  13.8637  11.4781  0.0231  -0.0046  -0.0084
O  -0.9842  3.6327  9.8024  0.0543  0.0166  0.0215
O  5.9797  -0.665  13.0939  -0.004  0.0009  -0.0006
O  10.8362  17.6461  13.2313  0.002  0.0009  0.0023
O  4.0939  6.2526  20.2259  -0.001  0.0001  -0.0032
O  -3.0315  13.3575  16.4343  0.0005  -0.0004  -0.0024
O  2.0515  7.0462  15.8094  0.0004  0.0005  -0.0013
O  5.8495  5.9831  11.5841  -0.0028  -0.0003  0.0034
O  4.2838  0.7814  11.6465  0.0015  0.0234  -0.0103
O  6.5658  1.7383  20.6307  0.0009  0.0004  -0.0023
O  8.2172  16.9692  13.0107  -0.0009  -0.0026  0.0021
O  1.0991  11.6506  19.0255  0.0005  -0.0002  -0.0028
O  -0.0318  17.2964  17.2852  0.0009  -0.0008  -0.0016
O  7.5745  4.0233  11.357  -0.0358  -0.0365  0.0232
O  5.4497  14.3039  15.9711  0.0001  0  -0.004
O  2.9737  11.2448  23.0611  0.0001  -0.0003  -0.0003
O  10.7871  4.4194  20.3424  0.0001  0.0005  -0.0027
O  8.9754  8.0918  17.7625  0.0008  -0.0008  -0.0025
O  7.9087  8.5916  20.1603  0.0007  0.0008  -0.0018
O  12.7643  18.6049  11.8062  0.0015  0.0048  0.0037
O  6.3558  3.3004  18.4285  -0.0001  -0.0004  -0.0031
O  1.3229  15.4304  15.9355  -0.0005  -0.001  -0.0029
O  2.1928  16.1625  12.7395  0.003  -0.0007  0.0003
O  7.4584  10.1974  18.1266  -0.0003  0.0007  -0.0035
O  5.6139  4.1929  20.7594  0.0007  0.0011  -0.0023
O  2.5824  9.5476  16.5191  -0.0003  -0.0002  -0.003
O  -5.2171  11.9785  17.2485  0.0005  -0.0005  -0.0027
O  9.5134  1.1822  8.6912  -0.0115  -0.0085  0.0155
O  10.9837  8.7679  16.1697  0.0009  0.0003  -0.0001
O  10.5143  13.3964  15.695  0.0012  0.001  -0.0025
O  3.8935  14.2634  13.8204  -0.0038  0.0006  -0.0083
O  -0.9911  1.8488  20.0919  0.0009  0.0006  -0.0022
O  7.2711  2.6546  8.8333  -0.2468  0.1043  0.0653
O  9.7936  11.8648  17.589  0.0009  0.001  -0.0035
O  -1.094  10.1066  19.4213  0.0004  -0.0003  -0.0021
O  1.2413  13.9608  13.7331  0.0044  0.0003  -0.0029
O  12.8768  10.0504  20.9379  0.0002  0.0002  -0.0021
O  10.0058  15.5003  14.3793  0.0011  0.0015  0.0004
O  1.5724  9.1079  14.0762  0.0007  0.001  -0.0033
O  0.3253  5.6659  10.8732  0.0086  0.0082  0.0109
O  8.2033  3.8436  20.2351  0.001  0.0001  -0.0025
O  3.7871  9.1963  12.7278  0.0018  0.0047  -0.0038
O  -5.83  9.3491  17.2459  0.0011  0.0005  -0.0023
O  5.2579  3.0808  10.7029  0.0206  -0.0747  -0.0254
O  1.8218  10.3176  11.6098  0.0048  -0.0005  0.0077
O  6.286  4.4026  13.6996  0.0009  -0.0002  -0.0034
O  8.8629  1.5341  11.1794  -0.0119  -0.0087  0.0027

Results
free energy: -129408.346 eV
free energy less fixed offsets of O -568.88, Si -635.61 eV per atom: 2.574 eV

The program warned: the cutoff lies below the one the program advises for these potential files; the exchange-correlation potential is rough where the density is thin.
